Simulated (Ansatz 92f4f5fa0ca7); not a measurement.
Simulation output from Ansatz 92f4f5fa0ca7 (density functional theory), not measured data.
Periodic cell of 237 atoms, Si145O90As2, from a study of silicon, its oxide and their interface. The atomic structure is a simulated model.

Settings: functional PBE; potential files Ansatz PAW; basis plane waves; wave-function cutoff 700 eV; density cutoff ratio 5; exchange-correlation grid ratio 1; k mesh 2 x 2 x 1, shifted by 0.5 0.5 0.5 of a step; self-consistency stop 5e-08 eV per atom in the density residual; occupations fixed; spin none; net charge 0.

Cell vectors (angstrom)
a 11.6015 0 0
b 0 10.938 0
c 0 0 32.0622

Atoms and the computed forces on them: element, x, y, z (angstrom), force x, y, z (eV/angstrom)
Si -0.1897 -0.0563 23.2673 0.0054 -0.0367 -0.0185
Si 3.6806 0.2225 23.0993 -0.0387 -0.0545 -0.0003
Si 7.5602 -0.1189 23.4384 0.0483 -0.0508 -0.061
Si 1.6929 1.3862 23.4137 -0.0479 0.0393 -0.0299
Si 5.7434 1.4239 23.1822 0.078 0.0637 0.0068
Si 9.4537 1.2435 23.369 -0.031 0.0404 -0.0351
Si 0.1688 5.3431 23.4525 -0.076 -0.0281 -0.0385
Si 4.1259 5.3166 23.3895 -0.0087 -0.0145 -0.0671
Si 8.0374 5.6268 23.5351 0.0391 -0.0669 0.0034
Si 2.1685 6.6149 23.3645 -0.0026 0.0663 0.01
Si 5.971 6.7865 23.4765 -0.0772 0.0398 -0.029
Si 10.0093 6.8878 23.5914 0.03 0.0183 -0.0703
Si 1.9083 2.678 25.379 0.008 -0.0562 -0.0075
Si 5.8362 2.6681 25.2489 0.0442 -0.0694 -0.017
Si 9.6409 2.7008 25.2661 0.0131 -0.0865 -0.0194
Si 11.6071 4.0266 25.3791 0.0128 0.0649 -0.0108
Si 3.8974 3.9867 25.3157 -0.0003 0.0651 0.0195
Si 7.7486 4.1021 25.3284 -0.0178 0.0856 -0.0095
Si 1.9796 8.1631 25.1995 0.0034 -0.0914 0.0092
Si 5.7795 8.1812 25.3634 -0.022 -0.0745 -0.0063
Si 9.716 8.2797 25.4263 0.0084 -0.055 -0.001
Si 11.6456 9.574 25.261 0.0388 0.0701 -0.0154
Si 3.8707 9.6012 25.0698 0.0178 0.0998 -0.0041
Si 7.6943 9.534 25.4006 -0.006 0.0573 -0.0186
Si 11.6537 -0.0015 27.2072 -0.0125 -0.0511 0.0059
Si 3.9039 -0.0454 27.1215 -0.0204 -0.0454 0.0124
Si 7.7609 -0.0067 27.2798 -0.018 -0.0359 0.0013
Si 1.9883 1.3224 27.2765 -0.006 0.0445 0.0035
Si 5.8303 1.3315 27.2003 -0.0204 0.0462 0.0176
Si 9.699 1.3398 27.2086 -0.0175 0.0429 0.0123
Si 11.5963 5.4787 27.2394 0.015 -0.047 0.0052
Si 3.8493 5.4282 27.2149 0.004 -0.0412 -0.0048
Si 7.7157 5.466 27.2561 0.0141 -0.0428 0.0015
Si 1.9417 6.8345 27.1836 0.0258 0.048 0.0119
Si 5.7633 6.8045 27.2691 0.0001 0.0461 0.0021
Si 9.6571 6.8226 27.2754 0.0024 0.0371 -0.0039
Si 1.9461 2.7296 29.1749 0.0064 -0.0275 0.0003
Si 5.7962 2.7116 29.1399 0.0005 -0.0271 0.0023
Si 9.681 2.7265 29.1443 0.0019 -0.0284 0.0114
Si 0.0101 4.0993 29.164 0.0057 0.0302 0.0082
Si 3.8711 4.091 29.1667 0.0007 0.027 0.0025
Si 7.7322 4.0821 29.1681 -0.011 0.0322 0.0124
Si 1.9462 8.191 29.1407 0.0059 -0.0262 0.0024
Si 5.793 8.1967 29.1754 -0.0067 -0.0233 -0.0011
Si 9.6755 8.2069 29.1846 -0.001 -0.0245 -0.0043
Si 0.013 9.5638 29.1482 0.0057 0.0295 0.0076
Si 3.8746 9.5728 29.122 -0.0002 0.029 0.0072
Si 7.7354 9.5515 29.1878 0.0013 0.0272 -0.0007
Si 0 0 31.0965 0.0233 -0.0199 -0.0745
Si 3.8672 0 31.0965 0.0067 -0.017 -0.205
Si 7.7343 0 31.0965 -0.0291 0.0173 0.1175
Si 1.9336 1.3673 31.0965 -0.0001 -0.0304 0.1003
Si 5.8008 1.3673 31.0965 0.0073 0.0898 -0.1554
Si 9.6679 1.3673 31.0965 0.0046 -0.0028 -0.0962
Si 0 5.469 31.0965 0.0269 -0.0587 -0.0169
Si 3.8672 5.469 31.0965 0.0229 -0.0075 -0.0077
Si 7.7343 5.469 31.0965 -0.0191 -0.0948 -0.0244
Si 1.9336 6.8362 31.0965 -0.0208 0.003 -0.0722
Si 5.8008 6.8362 31.0965 -0.0299 -0.0317 0.0949
Si 9.6679 6.8362 31.0965 0.0524 -0.0985 0.147
Si 1.9336 2.7345 0.9679 -0.0073 0.0424 0.07
Si 5.8008 2.7345 0.9679 -0.0678 -0.0036 -0.3011
Si 9.6679 2.7345 0.9679 0.055 0.0276 0.0096
Si 0 4.1018 0.9679 -0.0964 0.105 -0.0416
Si 3.8672 4.1018 0.9679 0.0248 0.0933 0.118
Si 7.7343 4.1018 0.9679 0.0845 0.1073 0.0459
Si 1.9336 8.2035 0.9679 0.0512 -0.0033 -0.1433
Si 5.8008 8.2035 0.9679 0.0682 0.0541 0.0184
Si 9.6679 8.2035 0.9679 -0.1284 -0.0224 0.2489
Si 0 9.5708 0.9679 0.0473 0.0819 0.2206
Si 3.8672 9.5708 0.9679 -0.2593 -0.1808 -0.0735
Si 7.7343 9.5708 0.9679 0.1191 -0.045 -0.012
Si 11.6198 0.0171 2.9343 -0.0329 -0.0432 -0.0492
Si 3.8091 -0.0153 2.897 -0.0102 -0.0582 0.0265
Si 7.7619 0.0055 2.8938 0.0066 -0.0358 0.003
Si 1.9254 1.4198 2.934 -0.0306 0.05 -0.0052
Si 5.7696 1.247 2.7696 -0.0343 0.0263 -0.0176
Si 9.6779 1.3794 2.9097 0.0047 0.0182 -0.0311
Si 11.5756 5.5196 2.8712 -0.0261 -0.0392 -0.0251
Si 3.888 5.5015 2.9078 0.0061 -0.0362 -0.0352
Si 7.7386 5.4783 2.8939 -0.0172 -0.0748 0.0098
Si 1.927 6.8334 2.8909 -0.0241 0.0501 -0.009
Si 5.8246 6.8559 2.9071 -0.0197 0.0479 0.0055
Si 9.6659 6.9026 2.9854 0.0021 0.0462 -0.0289
Si 1.8779 2.9047 4.8142 -0.0005 -0.0306 -0.0182
Si 5.6924 2.5612 4.6351 0.1519 -0.0506 -0.0223
Si 9.5532 2.8057 4.7893 0.0002 -0.0561 -0.0001
Si 11.478 4.2144 4.8106 0.0705 0.0202 0.0009
Si 3.917 4.1223 4.8269 0.0734 0.0736 0.0213
As 7.5322 4.0775 4.8568 -0.0633 -0.0395 -0.0379
Si 1.9008 8.1672 4.8358 -0.009 -0.0165 -0.0041
Si 5.8276 8.3032 4.7894 0.034 -0.0128 -0.0132
Si 9.6752 8.3124 4.9545 0.0251 -0.05 -0.0132
Si 11.6394 9.6793 4.9458 0.0616 0.0803 0.0231
Si 3.818 9.5143 4.8147 0.0231 0.0508 -0.034
Si 7.7512 9.6976 4.8996 0.0467 0.0307 0.0063
Si 11.6598 0.365 6.7916 -0.0647 -0.0459 -0.0062
Si 3.776 -0.0177 6.6869 -0.0492 -0.016 0.0958
Si 7.7631 0.099 6.9082 0.0452 -0.0332 0.0086
Si 2.1146 1.5909 6.7342 0.0283 0.0278 0.0163
Si 5.7385 1.2783 6.623 -0.11 0.0651 -0.0048
Si 9.6626 1.5968 6.8146 -0.0474 -0.0387 0.0655
Si 11.6054 5.5772 6.7459 -0.094 -0.0963 0.0367
Si 4.1242 5.479 6.8124 0.0235 0.0187 0.0537
As 8.0304 6.0808 6.8095 0.0644 0.0163 0.031
Si 2.0822 6.6913 6.6944 -0.0314 0.0837 0.0579
Si 5.9008 7.1326 6.814 -0.1293 -0.022 0.0748
Si 9.998 7.3019 7.1264 -0.1476 0.0651 0.0737
O 10.3706 8.2643 8.413 0.0455 0.0064 -0.0147
O 7.7428 9.998 8.2396 -0.0226 0.014 -0.0148
O 7.4073 4.9101 8.1209 0.0663 -0.0313 0.0839
O 3.3708 10.4111 8.2435 0.0521 -0.0184 0.0034
O 2.0707 7.6135 8.0691 0.019 0.0054 0.0049
O 4.0963 4.6518 8.2742 0.008 0.0029 -0.0502
O 9.7907 2.5312 8.1989 0.0075 0.0406 -0.0098
O 2.6832 2.4265 8.0951 -0.0191 0.0033 -0.0439
O 11.4725 4.5934 8.0691 0.0076 0.0055 -0.0291
O 5.4227 2.4465 7.7573 -0.0148 -0.0014 -0.0005
O 5.7928 8.1372 8.1328 0.031 0.0724 0.0246
O 11.4079 10.7039 8.3141 0.0546 -0.0464 0.021
O 11.2715 10.0884 21.7919 0.0029 -0.0091 0.0337
O 3.2502 10.7602 21.5124 0.0547 -0.0222 -0.0009
O 5.7808 7.7942 22.1601 0.0431 0.0217 0.0158
O 4.2332 4.4729 21.9389 0.0268 -0.0273 0.0074
O 7.6897 9.7055 22.1768 -0.0428 -0.0069 0.0149
O 10.2882 7.6791 22.1577 -0.0064 0.0373 0.0016
O 1.6261 2.421 22.116 -0.0196 0.0196 0.0058
O 5.951 2.4573 21.8713 -0.0321 0.0035 0.0259
O 8.4627 4.7608 22.1798 -0.0368 -0.0081 -0.0051
O -0.0625 4.4714 22.0357 0.0389 -0.018 0.0183
O 2.3618 7.4456 21.9432 -0.0254 0.0048 0.0091
O 9.1437 1.9314 21.887 0.0404 0.0161 -0.0022
Si 2.0545 7.9313 9.6447 0.0136 0.0094 0.0098
Si 5.0679 0.6567 17.6761 -0.0033 -0.0011 -0.005
Si 2.511 5.5155 14.0357 0.0006 -0.0025 0.0037
Si 10.5767 4.0008 14.0522 -0.0027 -0.0027 0.0001
Si 8.3198 2.4781 15.295 -0.0044 0.0017 -0.0008
Si 9.5632 2.2689 20.3555 0.0047 0.0004 -0.0048
Si 10.5401 3.7119 9.0643 -0.0277 -0.0003 0.0074
Si 0.0645 2.4427 11.6145 0.0032 -0.0007 0.0016
Si 11.0784 8.2462 15.458 0.0023 0.0032 0.0035
Si 5.2023 7.0183 14.013 0.0044 0.0047 -0.0053
Si 5.8208 2.7377 11.0992 0.0141 0.0004 0.0047
Si 8.5796 7.6932 19.3539 0.0007 0.0004 -0.0109
Si 8.1274 4.8735 20.5951 -0.0019 -0.0004 0.0048
Si 5.959 9.6817 15.181 -0.0026 -0.0035 -0.0053
Si 2.1242 7.68 20.3526 0.0068 0.007 -0.0113
Si 1.9398 4.9332 18.8062 -0.001 -0.0029 -0.0062
Si 4.4981 3.495 18.0086 0.0015 -0.0019 -0.0066
Si 8.5204 9.0133 16.8043 -0.0003 -0.0081 -0.0007
Si 0.894 9.6274 13.411 0.0069 -0.0009 0.0043
Si 9.9768 10.8039 11.865 -0.0069 -0.0031 -0.0022
Si 5.3585 3.7274 21.0069 -0.0038 0.0232 -0.0073
Si 0.6025 5.6058 16.2913 0.0017 0.0004 0.0026
Si 11.038 9.4678 9.2866 0.0158 -0.0003 0.0034
Si 6.5741 8.9114 21.2804 -0.0057 0.008 0
Si 7.1606 7.2358 11.5162 0.0066 0.0006 -0.0122
Si 2.7115 0.8322 12.2444 0.0046 -0.0028 0.0009
Si 10.8807 8.6893 21.0286 -0.0112 -0.0162 -0.0099
Si 6.0622 4.4148 15.6489 0.0032 0.0039 -0.0002
Si 7.1187 0.594 13.0108 0.001 -0.0099 -0.0082
Si 4.1384 3.0355 8.5746 0.0265 -0.006 0.0208
Si 0.9081 6.9128 11.9467 0.0011 -0.0002 -0.0045
Si 6.6083 9.1882 9.1085 -0.0141 -0.0243 -0.0248
Si 0.6796 3.31 21.1458 0.0079 -0.018 0.0002
Si 9.8338 6.6741 12.9241 -0.0084 0.0005 -0.0081
Si 7.7636 4.6953 9.6976 -0.0093 0.0107 -0.0433
Si 4 10.1166 20.1989 0.0089 -0.0004 -0.003
Si 4.2994 3.1637 13.4958 0.0053 -0.0023 -0.0002
Si 3.9215 10.1094 9.7591 0.0245 -0.0082 -0.0086
Si 8.0829 0.8568 18.039 -0.0012 0.0018 -0.0004
O 11.566 3.4069 12.9132 -0.0096 0.0003 -0.0046
O 9.39 4.5896 9.831 0.0189 -0.0233 -0.0155
O 8.8175 3.619 19.847 -0.0011 -0.0035 0.0171
O 4.0794 -0.0047 18.7963 0.0169 0.0003 -0.0028
O 11.3111 4.6464 15.3446 0.0044 0.0168 -0.0006
O 10.0355 9.9481 10.472 0.0118 0.0087 0.0026
O 3.8313 1.6532 13.1033 -0.005 0.012 -0.0134
O 0.7298 9.1659 14.9668 -0.0187 -0.016 -0.0195
O 6.4999 1.0992 18.3556 -0.0055 -0.0117 -0.0193
O 4.7535 3.1985 19.5977 -0.0034 0.0102 0.0075
O 6.3603 1.3327 11.7602 0.0078 0.0084 0.0148
O 0.8524 9.0026 9.9314 -0.0021 -0.0299 -0.0028
O 5.6426 4.3866 17.2355 -0.011 -0.0205 -0.0142
O 8.4736 7.375 12.4461 0.0093 -0.0188 -0.0098
O 4.4829 2.6571 10.1303 0.0011 0.0186 -0.0268
O 2.0858 5.7002 15.5965 -0.0213 -0.0027 -0.0192
O 3.3785 0.1121 10.9515 -0.0031 -0.0036 0.0115
O 5.9172 7.2883 12.5664 -0.0065 -0.0062 0.0185
O 2.3452 6.3783 19.419 -0.0145 -0.0046 0.0094
O 0.6611 5.0116 17.8021 0.0202 0.0025 -0.0002
O 8.4588 10.7799 12.4499 -0.0021 0.019 0.0049
O 5.5374 10.2762 9.677 -0.0076 -0.0277 -0.0038
O 0.5923 8.1923 20.2044 0.0183 -0.0013 0.0236
O 9.7717 2.7244 14.6377 -0.002 0.0154 -0.0011
O 2.076 10.7251 13.3156 -0.0142 -0.0022 -0.0165
O 9.9954 9.2122 16.1665 -0.0042 -0.0221 -0.0022
O 6.137 10.4495 13.7448 0.0099 -0.0027 0.0142
O 7.4672 1.6509 14.194 0.0136 0.0038 0.0015
O 1.6581 3.941 20.0394 -0.0065 0.0139 -0.0024
O 5.9504 5.8882 14.9467 -0.0153 -0.0052 -0.0043
O 7.406 9.0578 15.6287 -0.009 0.0123 0.0085
O 1.524 1.7535 11.6487 -0.0023 -0.0083 0.0121
O 7.2011 8.4401 10.4172 -0.0092 0.0023 -0.0142
O 4.3303 2.0496 17.2566 0.0176 0.0119 0.0203
O 7.0647 3.3251 10.2373 -0.0121 0.0028 0.0049
O 11.587 7.1 16.4827 0.0035 -0.0024 -0.0304
O 8.2389 10.2099 17.833 -0.0032 -0.0038 -0.0201
O 3.4778 8.5727 10.1066 -0.0295 0.0152 -0.0116
O 7.6099 3.9205 15.562 -0.0088 -0.0207 -0.0099
O 3.1378 4.3508 17.8954 0.0083 -0.0073 0.0248
O 2.9252 3.9982 13.6607 0.0118 0.0166 0.0059
O 1.3649 8.363 12.5152 -0.0208 -0.0076 0.0021
O 1.2285 5.8273 13.0977 0.0142 0.0168 -0.0051
O 5.0167 8.3915 14.8762 0.019 -0.0044 -0.0082
O 11.1852 2.41 20.3382 -0.0091 0.02 0.0168
O 11.038 10.1823 12.9294 0.0094 -0.0001 -0.0141
O 5.3207 3.7075 12.3274 -0.009 -0.0313 0.0018
O 5.1124 3.3156 14.8927 0.0058 0.0262 -0.0048
O 6.4959 4.818 20.5423 0.0042 -0.0239 0.0046
O 8.5057 1.6677 16.6923 -0.0102 -0.0013 0.004
O 10.4067 1.4085 11.6 0.0119 -0.0165 0.0071
O 10.9045 6.8041 11.6882 0.0081 0.0019 0.029
O 3.2332 8.74 19.8248 -0.0144 -0.0044 0.021
O 1.731 6.6183 10.5658 -0.0055 0.0263 0.0093
O 7.1708 8.2011 19.9661 0.0142 0.0059 0.0066
O 8.4793 7.6548 17.7202 0.0034 0.0232 0.0138
O 3.7063 6.5235 13.6522 -0.0066 -0.0159 0.0083
O 9.5976 5.1176 13.3571 0.0267 0.0083 0.0062
O 5.5297 10.0059 20.728 -0.0015 -0.0218 -0.0086
O 10.3844 7.5102 14.1915 0.0152 -0.0085 0.0009
O 8.7834 6.1741 19.8874 -0.0024 0.0062 0.0087
O 7.1781 5.8585 10.6663 0.0088 0.0015 0.011
O 5.3167 10.6239 16.3686 0.0132 0.0036 0.0065
O 9.0649 1.1531 19.2948 0.0068 0.0194 0.0143
O 11.5862 3.2189 10.1948 -0.012 0.0016 0.0012
O 9.7438 8.7258 19.8594 -0.0141 -0.0194 0.0079

Results
free energy: -153092.329 eV
free energy less fixed offsets of As -4857.07, O -569.03, Si -635.61 eV per atom: -2.039 eV

The program warned: the cutoff lies below the one the program advises for these potential files; the forces do not sum to zero within the program's tolerance; the exchange-correlation potential is rough where the density is thin.
